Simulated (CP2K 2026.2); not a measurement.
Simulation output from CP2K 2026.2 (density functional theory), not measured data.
Periodic cell of 504 atoms, Si360O144, from a study of silicon, its oxide and their interface. The atomic structure is a simulated model.
Doubt: the forces sum to 1.26 eV/angstrom along one axis rather than to zero, so they err by at least 0.0025 eV/angstrom per atom on average; the grid cutoff is modest.

Settings
functional: PBE
method: Gaussian and plane waves
basis set: DZVP-MOLOPT-SR-GTH
pseudopotentials: GTH-PBE
grid cutoff: 350 Ry, relative cutoff 50 Ry
k points: Gamma only
occupations: fixed
spin: none
net charge: 0

Cell vectors (angstrom)
a 16.32 0 0
b 0 16.32 0
c -1.9314 6.6389 34.0579

Atoms and the computed forces on them: element, x, y, z (angstrom), force x, y, z (eV/angstrom)
Si 1.656 14.661 0.022 -0.205 0.003 -0.157
Si 4.182 1.159 0.112 -0.087 0.129 -0.056
Si 1.275 4.384 0.036 -0.08 -0.032 -0.15
Si 4.411 6.559 0.232 -0.072 0.036 -0.13
Si -0.859 16.386 34.044 0.091 -0.024 -0.028
Si 1.988 19.09 34.035 -0.145 -0.062 0.094
Si 4.537 21.892 33.916 0.26 -0.028 -0.293
Si 9.668 1.167 0.067 -0.053 -0.074 -0.35
Si 6.496 4.285 0.067 -0.115 0.021 -0.276
Si 9.236 7.119 0.093 0.079 0.039 -0.388
Si 7.035 9.2 0.355 0.016 0.114 -0.178
Si 7.987 18.612 34.052 -0.068 0.043 -0.352
Si 12.003 15.44 0.302 -0.02 -0.146 -0.462
Si 14.633 1.637 0.357 0.062 -0.043 -0.486
Si 12.425 3.821 0.144 0.012 0.066 -0.456
Si 15.24 6.486 0.014 -0.003 -0.011 -0.099
Si 12.083 9.718 0.121 0.038 -0.04 -0.218
Si 13.196 18.622 33.958 -0.085 0.22 -0.143
Si 2.677 16.283 1.43 0.039 -0.113 -0.151
Si 5.369 2.739 1.446 0.04 -0.155 -0.249
Si 2.738 5.475 1.513 0.135 0.049 -0.255
Si 5.536 8.033 1.68 -0.034 -0.021 -0.26
Si 2.72 10.862 1.325 -0.042 0.082 -0.226
Si 5.486 13.607 1.303 -0.106 0.056 -0.167
Si 8.095 16.294 1.342 -0.108 -0.035 -0.267
Si 10.818 2.72 1.453 0.071 -0.108 -0.186
Si 8.125 5.448 1.368 -0.06 0.016 -0.167
Si 10.866 8.184 1.436 -0.004 0.004 -0.185
Si 8.261 10.918 1.387 0.066 -0.129 -0.178
Si 10.944 13.6 1.394 -0.046 0.237 -0.186
Si 13.491 16.488 1.745 -0.028 -0.036 -0.007
Si 0.093 2.753 1.378 -0.11 0.191 -0.14
Si 13.604 5.437 1.393 0.116 0.036 -0.142
Si -0.018 8.151 1.374 -0.045 0.035 -0.256
Si 13.607 10.928 1.424 0.042 -0.001 -0.258
Si -0.044 13.583 1.294 0.094 -0.079 -0.138
Si 1.344 1.348 2.788 0.03 -0.034 -0.013
Si 4.027 4.048 2.86 -0.024 -0.045 0.112
Si 1.379 6.87 2.815 -0.045 0.09 0.056
Si 4.079 9.513 2.774 -0.112 0.117 -0.031
Si 1.336 12.23 2.75 -0.021 -0.04 -0.078
Si 4.101 14.938 2.761 0.138 0.042 0.08
Si 6.798 1.376 2.767 0.015 0.02 0.051
Si 9.479 4.114 2.763 0.021 -0.005 0.092
Si 6.879 6.692 2.956 -0.042 -0.07 0.203
Si 9.563 9.56 2.835 0.038 0.086 0.119
Si 6.842 12.261 2.716 -0.089 0.002 -0.042
Si 9.46 14.91 2.743 -0.003 0.03 -0.023
Si 12.106 1.469 3 -0.027 0.114 0.269
Si 14.992 4.102 2.799 -0.009 -0.084 -0.021
Si 12.238 6.804 2.766 0.039 -0.044 -0.008
Si 14.923 9.494 2.767 0.043 -0.061 0.08
Si 12.305 12.315 2.811 0.06 -0.027 0.137
Si 14.956 14.971 2.777 0.118 -0.133 -0.062
Si -0.007 16.317 4.156 -0.03 0.019 0.071
Si 2.685 2.677 4.208 0.082 0.053 0.021
Si 0.017 5.48 4.184 -0.067 -0.036 -0.097
Si 2.729 8.205 4.199 -0.012 -0.028 0.016
Si -0.014 10.856 4.153 0.054 0.074 -0.149
Si 2.721 13.586 4.149 -0.033 -0.011 -0.148
Si 5.445 16.323 4.16 -0.072 -0.06 -0.136
Si 8.149 2.733 4.167 -0.035 -0.04 -0.077
Si 5.418 5.381 4.248 0.108 -0.005 -0.01
Si 8.205 8.176 4.225 0.019 -0.02 -0.039
Si 5.455 10.905 4.102 -0.004 -0.043 0.034
Si 8.137 13.589 4.17 0.056 0.04 0
Si 10.776 16.288 4.209 0.053 0.054 -0.056
Si 13.607 2.785 4.241 -0.024 0.039 -0.046
Si 10.872 5.45 4.148 0.016 -0.002 -0.016
Si 13.58 8.152 4.17 -0.009 0.093 -0.004
Si 10.934 10.931 4.186 -0.072 -0.096 -0.044
Si 13.638 13.64 4.205 -0.033 -0.057 0.02
Si 1.336 14.958 16.546 0.038 0.033 0.06
Si 4.101 17.709 16.546 -0.038 -0.033 0.05
Si 1.372 4.088 16.53 -0.015 0.01 0.018
Si 4.099 6.799 16.526 0.013 -0.003 0.01
Si 1.35 9.547 16.502 -0.037 0.026 -0.003
Si 4.08 12.271 16.525 -0.02 0.029 -0.005
Si 6.813 14.966 16.533 -0.015 0.001 0.028
Si 9.529 17.679 16.568 0.025 0.018 0.057
Si 6.805 4.076 16.557 0.02 -0.003 0.073
Si 9.535 6.818 16.565 -0.046 -0.051 0.074
Si 6.811 9.506 16.548 0.044 -0.029 0.028
Si 9.523 12.228 16.563 -0.014 0.005 0.029
Si 12.243 14.962 16.569 -0.017 -0.015 0.06
Si 14.96 17.688 16.551 0.023 -0.008 0.043
Si 12.24 4.092 16.554 0.004 0.002 0.037
Si 14.956 6.819 16.532 -0.01 0.033 0.017
Si 12.229 9.5 16.549 0.035 0.024 0.055
Si 14.963 12.259 16.559 -0.027 -0.018 0.061
Si 2.706 16.346 17.874 0.028 -0.009 0.088
Si 5.465 19.038 17.969 0.018 0.034 -0.014
Si 2.768 5.418 17.895 -0.052 0.052 -0.006
Si 5.425 8.17 17.916 0.023 -0.072 0.069
Si 2.651 10.963 17.86 0.06 -0.085 -0.013
Si 5.471 13.598 17.902 -0.04 0.029 0.069
Si 8.148 16.32 17.935 0.037 -0.066 -0.033
Si 10.921 19.022 17.941 -0.082 0.008 0.082
Si 8.16 5.454 17.92 0.014 0.064 0.098
Si 10.884 8.164 17.983 0.016 0.031 -0.04
Si 8.203 10.816 17.938 -0.07 0.086 0.003
Si 10.86 13.609 17.941 0.049 -0.042 0.062
Si 13.627 16.311 17.943 -0.041 0.078 -0.033
Si -0.013 19.082 17.904 0.044 -0.053 0.088
Si 13.561 5.507 17.916 0.057 -0.087 0.031
Si 0.03 8.167 17.881 -0.041 0.045 0.089
Si 13.609 10.853 17.895 -0.033 -0.008 0.066
Si -0.022 13.625 17.973 0.006 -0.01 -0.028
Si 1.343 17.697 19.272 -0.034 0.01 -0.106
Si 4.086 4.074 19.331 0.016 -0.003 -0.037
Si 1.438 6.823 19.224 0.06 -0.049 -0.16
Si 4.011 9.604 19.172 -0.043 0.075 -0.202
Si 1.339 12.268 19.343 0.011 -0.018 0.043
Si 4.088 14.994 19.233 -0.019 0.049 -0.1
Si 6.819 17.658 19.351 -0.013 0.026 -0.026
Si 9.553 4.098 19.281 0.018 0.02 -0.151
Si 6.766 6.787 19.326 0.012 -0.046 0.026
Si 9.517 9.469 19.402 -0.065 -0.017 -0.006
Si 6.83 12.191 19.258 0.032 -0.037 -0.185
Si 9.498 14.983 19.334 -0.018 0.021 -0.019
Si 12.303 17.664 19.34 0.026 0.022 -0.054
Si 14.949 4.171 19.251 0.016 0.031 -0.178
Si 12.252 6.843 19.384 -0.003 -0.024 0.005
Si 14.995 9.512 19.282 0.056 0.035 0.011
Si 12.208 12.173 19.263 -0.034 -0.048 -0.172
Si 14.938 14.968 19.375 0.016 0.005 0.033
Si -0.01 16.383 20.715 0.075 0.053 0.166
Si 2.726 19.02 20.67 -0.06 -0.071 0.228
Si 0.064 5.502 20.561 0.006 0.004 0.268
Si 2.741 8.253 20.564 -0.083 -0.035 0.232
Si -0.003 10.875 20.725 -0.095 -0.041 0.308
Si 2.73 13.68 20.631 0.054 0.019 0.315
Si 5.41 16.307 20.693 -0.06 -0.048 0.243
Si 8.221 19.045 20.657 0.134 -0.013 0.105
Si 5.406 5.406 20.756 0.085 0.112 0.14
Si 8.097 8.135 20.775 -0.077 -0.076 0.275
Si 5.345 10.911 20.549 0.055 0.083 0.283
Si 8.17 13.512 20.657 0.068 0.01 0.202
Si 10.91 16.318 20.722 0.017 -0.033 0.187
Si 13.649 19.142 20.657 -0.068 -0.012 0.166
Si 10.872 5.457 20.723 -0.147 -0.041 0.124
Si 13.688 8.173 20.737 0.123 0.022 0.284
Si 10.911 10.829 20.744 0.082 0.057 0.196
Si 13.541 13.506 20.633 -0.008 -0.046 0.197
Si 1.591 15.236 22.012 0.046 0.021 0.064
Si 3.809 17.44 22.074 -0.026 -0.044 0.13
Si 1.181 20.275 21.929 0.025 0.073 0.299
Si 4.286 7.157 21.933 0.025 -0.043 0.348
Si 1.211 9.303 22.053 0.003 -0.001 0.219
Si 4.309 12.524 21.958 -0.061 -0.023 0.186
Si 6.568 14.652 21.923 -0.031 0.013 0.229
Si 9.926 18.077 21.993 -0.105 -0.19 0.377
Si 6.961 20.445 22.046 -0.058 0.061 0.254
Si 9.148 6.396 22.064 0.064 0.168 0.349
Si 6.413 9.377 21.95 -0.027 -0.096 0.253
Si 9.709 12.359 22.089 -0.065 0.065 0.231
Si 11.935 14.557 21.975 -0.006 0.223 0.227
Si -1.052 18.095 21.992 -0.111 -0.058 0.307
Si 12.144 20.314 22.069 0.053 -0.018 0.304
Si -0.957 7.031 22.03 -0.007 -0.083 0.119
Si 12.543 9.735 22.095 -0.018 -0.136 0.288
Si 14.679 12.003 22.056 0.088 -0.028 0.113
Si 13.973 20.049 26.736 -0.106 -0.081 0.388
Si 7.239 18.102 28.914 -0.092 -0.03 -0.204
Si 6.604 10.945 26.825 -0.327 -0.065 0.39
Si 12.119 8.327 24.921 0.141 0.173 0.569
Si 1.444 13.666 29.301 0.135 -0.146 -0.389
Si 5.974 13.939 26.854 -0.061 -0.03 0.372
Si 5.649 18.589 24.347 -0.036 0.18 0.433
Si 7.266 15.843 24.708 0.017 -0.148 0.62
Si 4.802 20.828 26.09 0.106 0.328 0.521
Si 1.049 15.006 32.002 -0.032 -0.276 -0.338
Si 13.735 5.632 24.343 0.034 -0.109 0.336
Si 2.503 11.185 24.233 0.236 -0.115 0.321
Si 3.269 17.121 32.109 0.284 -0.003 -0.327
Si 11.135 14.787 28.998 0.052 0.06 -0.444
Si 2.601 5.699 24.184 -0.044 -0.003 0.331
Si 12.238 9.484 29.563 -0.015 -0.117 -0.315
Si 12.021 14.945 31.889 0.02 0.133 -0.558
Si 0.905 9.481 31.813 0.054 -0.009 -0.511
Si -0.571 14.353 27.176 -0.105 0.082 0.379
Si 4.865 6.262 30.985 0.05 -0.077 -0.683
Si 8.465 19.6 31.293 -0.187 0.082 -0.771
Si 5.752 8.964 31.875 0.222 -0.04 -0.358
Si 13.487 10.486 26.846 0.114 0.109 0.274
Si 3.822 9.814 26.734 0.231 -0.169 0.406
Si 9.06 19.462 26.856 -0.036 0.117 0.201
Si 11.407 20.639 28.522 -0.2 0.102 -0.315
Si 12.041 6.37 32.209 -0.109 0.21 -0.424
Si -1.635 21.664 31.267 0.166 -0.05 -0.588
Si 2.14 10.693 29.259 -0.088 0.112 -0.57
Si 8.161 13.111 31.163 -0.135 0.036 -0.645
Si 8.039 15.074 28.911 0.089 0.046 -0.232
Si 7.368 10.582 29.89 0.12 0.141 -0.381
Si 12.546 15.554 24.807 -0.15 -0.072 0.641
Si 4.335 17.807 29.443 -0.013 0.078 -0.524
Si 0.924 16.851 26.628 0.105 0.021 0.387
Si 9.809 17.148 24.908 0.181 0.06 0.54
Si 12.843 16.854 30.003 0.226 0.144 -0.607
Si 12.787 13.452 26.968 0.095 -0.118 0.285
Si -1.375 8.089 30.029 -0.158 0.162 -0.564
Si 10.01 10.937 31.107 0.144 -0.205 -0.591
Si 14.778 17.481 25.005 0.238 0.124 0.623
Si 3.345 15.483 27.646 0.022 -0.01 -0.052
Si 7.628 5.651 26.42 0.057 -0.083 0.217
Si 1.601 19.064 28.73 -0.143 0.046 -0.148
Si -1.221 19.122 29.483 -0.007 -0.168 -0.343
Si 9.341 7.707 24.81 -0.273 -0.258 0.782
Si 10.499 7.127 29.627 -0.13 -0.095 -0.531
Si 7.732 5.932 29.615 0.13 0.189 -0.314
Si 2.969 21.724 28.534 -0.019 -0.051 -0.171
Si 8.116 10.541 24.152 -0.047 0.153 0.435
Si 2.007 7.508 26.511 0.03 0.186 0.456
Si -0.164 9.445 27.577 -0.049 -0.028 0.088
Si 0.214 13.38 24.212 -0.083 0.14 0.316
Si 11.511 19.128 31.239 0.094 -0.038 -0.562
Si 1.365 14.961 5.531 0.053 -0.011 -0.041
Si 4.079 1.338 5.562 0.01 0.018 -0.04
Si 1.352 4.087 5.56 -0.015 -0.004 -0.03
Si 4.076 6.812 5.563 0 0 -0.014
Si 1.353 9.54 5.564 -0.011 -0.006 -0.027
Si 4.093 12.234 5.522 -0.029 0.027 -0.047
Si 6.79 14.961 5.55 0.018 0.03 -0.076
Si 9.474 1.365 5.575 -0.035 -0.027 -0.007
Si 6.798 4.047 5.593 -0.065 -0.027 0.012
Si 9.552 6.804 5.574 0.022 0.051 -0.012
Si 6.792 9.545 5.53 -0.003 -0.027 -0.032
Si 9.524 12.252 5.549 0.015 0.007 -0.052
Si 12.222 14.974 5.553 0.004 0.008 -0.027
Si 14.963 1.363 5.554 -0.081 -0.03 -0.031
Si 12.226 4.128 5.579 0.073 0.023 -0.002
Si 14.953 6.817 5.558 0.029 -0.02 -0.046
Si 12.253 9.532 5.562 0.015 0.017 -0.063
Si 14.974 12.236 5.552 0.003 -0.008 -0.047
Si 2.717 16.306 6.929 0.003 -0.002 0.008
Si 5.43 2.695 6.951 0.046 -0.005 0.01
Si 2.716 5.447 6.933 0.01 -0.005 -0.006
Si 5.446 8.176 6.921 -0.008 0.009 -0.015
Si 2.729 10.895 6.919 0.006 -0.011 0.003
Si 5.433 13.597 6.915 -0.014 0.005 0.015
Si 8.132 16.317 6.945 -0.01 0.046 0.018
Si 10.867 2.729 6.925 0.045 -0.034 -0.015
Si 8.169 5.438 6.93 -0.019 0.012 -0.004
Si 10.899 8.173 6.943 -0.011 -0.025 0.015
Si 8.159 10.89 6.916 0.004 -0.01 0.008
Si 10.878 13.607 6.932 0.001 -0.003 0.007
Si 13.588 16.332 6.924 0.001 0.027 0
Si -0.004 2.724 6.932 0.003 0.022 0.012
Si 13.599 5.469 6.947 -0.063 0.017 0.02
Si -0.003 8.173 6.932 -0.001 0.003 0.007
Si 13.612 10.888 6.934 0.003 -0.013 0.006
Si 0.011 13.604 6.917 0.003 -0.013 0.007
Si 1.362 17.681 8.299 0.002 0.015 -0.001
Si 4.077 4.082 8.303 0.007 0.017 -0.001
Si 1.356 6.808 8.305 -0.01 -0.022 0.002
Si 4.082 9.531 8.297 -0.009 -0.013 0.008
Si 1.37 12.251 8.299 0.016 0.025 0
Si 4.079 14.952 8.303 -0.007 0.003 -0.003
Si 6.788 17.669 8.329 -0.041 -0.036 0.012
Si 9.52 4.081 8.313 -0.009 0.007 -0.009
Si 6.805 6.808 8.293 0.008 0.009 0.002
Si 9.518 9.53 8.297 -0.012 -0.015 -0.009
Si 6.8 12.248 8.295 0.009 -0.004 -0.002
Si 9.514 14.965 8.305 0.028 0.027 0
Si 12.233 17.692 8.3 0.015 -0.001 0.008
Si 14.956 4.088 8.305 -0.015 -0.026 -0.008
Si 12.247 6.819 8.326 0.048 0.03 0.009
Si 14.965 9.53 8.312 0.007 0.009 0.004
Si 12.241 12.246 8.301 -0.02 -0.012 0.003
Si 14.958 14.965 8.286 -0.017 -0.01 0
Si -0.005 16.324 9.669 0.001 0.006 -0.002
Si 2.719 2.722 9.677 0.005 0.002 0
Si -0.001 5.446 9.68 0.007 0.011 -0.005
Si 2.722 8.169 9.673 0.006 0.003 0.001
Si 0.009 10.893 9.676 -0.001 -0.013 -0.005
Si 2.721 13.603 9.683 -0.004 -0.009 0.002
Si 5.431 16.308 9.691 0.017 0.022 0.006
Si 8.159 2.718 9.683 0 0.002 0.003
Si 5.444 5.447 9.669 -0.008 -0.006 0
Si 8.163 8.166 9.671 -0.002 -0.001 0.005
Si 5.443 10.887 9.674 -0.004 0 -0.002
Si 8.158 13.603 9.679 -0.007 0.002 -0.005
Si 10.877 16.327 9.675 -0.005 0 0.002
Si 13.596 2.726 9.677 -0.01 0.01 0.005
Si 10.883 5.446 9.681 0.004 -0.001 0.004
Si 13.608 8.175 9.692 -0.02 -0.009 0.014
Si 10.877 10.887 9.674 0.007 -0.002 -0.003
Si 13.601 13.609 9.669 0.012 0.004 0.003
Si 1.357 14.969 11.047 0.001 0.002 -0.005
Si 4.079 17.684 11.053 -0.011 -0.008 0.001
Si 1.36 4.084 11.051 0 -0.005 0.004
Si 4.085 6.808 11.046 -0.007 -0.002 0.001
Si 1.365 9.529 11.051 0.001 0.001 -0.003
Si 4.085 12.246 11.055 -0.003 0.004 -0.003
Si 6.802 14.958 11.062 -0.009 0 0.005
Si 9.522 17.682 11.058 0.003 0.002 0.002
Si 6.802 4.086 11.047 0.005 0.004 -0.002
Si 9.521 6.806 11.049 -0.003 -0.005 -0.002
Si 6.804 9.525 11.047 0.003 -0.006 -0.001
Si 9.521 12.246 11.052 -0.003 -0.003 0.003
Si 12.24 14.967 11.048 0.001 0.004 0.001
Si 14.958 17.684 11.049 0.002 -0.002 0
Si 12.239 4.083 11.056 0.013 0 -0.001
Si 14.963 6.807 11.058 -0.004 0.007 0.003
Si 12.236 9.531 11.053 0.008 0.004 0.002
Si 14.961 12.251 11.045 -0.004 0.003 -0.003
Si 2.716 16.328 12.422 0.005 0.017 -0.007
Si 5.447 2.722 12.422 -0.002 0.005 -0.002
Si 2.723 5.448 12.42 0.01 -0.004 -0.009
Si 5.449 8.162 12.425 -0.01 0.016 -0.001
Si 2.726 10.886 12.427 -0.004 0.001 -0.005
Si 5.441 13.603 12.436 0.004 -0.018 0.003
Si 8.167 16.318 12.433 -0.009 0.009 -0.001
Si 10.88 2.724 12.433 0.002 -0.003 0.007
Si 8.166 5.44 12.421 -0.012 0.006 0
Si 10.88 8.165 12.425 0.005 0.002 0.003
Si 8.162 10.883 12.425 0.004 -0.002 -0.008
Si 10.885 13.604 12.427 -0.006 0.011 -0.001
Si 13.595 16.328 12.426 0.005 -0.008 -0.004
Si 0.001 2.722 12.426 -0.003 0.014 0
Si 13.601 5.442 12.427 -0.016 0 -0.002
Si 0.001 8.173 12.427 0.014 -0.015 0.003
Si 13.595 10.895 12.418 0.002 -0.009 -0.003
Si -0.005 13.614 12.421 0.005 0.001 -0.002
Si 1.361 17.683 13.802 0.018 -0.025 0.006
Si 4.088 4.087 13.789 -0.018 0.003 -0.001
Si 1.364 6.81 13.795 -0.019 0.03 -0.002
Si 4.091 9.526 13.797 0.015 -0.023 -0.006
Si 1.359 12.255 13.787 0.007 -0.01 -0.005
Si 4.08 14.978 13.797 -0.027 0.015 -0.006
Si 6.811 17.687 13.802 -0.003 -0.005 0
Si 9.52 4.085 13.807 -0.006 0.01 0.001
Si 6.814 6.799 13.797 0.02 -0.032 0.002
Si 9.524 9.526 13.8 -0.02 -0.001 0.007
Si 6.804 12.239 13.804 -0.015 0.023 -0.002
Si 9.529 14.959 13.809 0.019 -0.015 -0.005
Si 12.239 17.686 13.81 -0.015 0.019 -0.005
Si 14.962 4.084 13.801 0.018 -0.014 -0.006
Si 12.236 6.799 13.797 0.028 -0.005 -0.001
Si 14.949 9.535 13.79 -0.03 0.034 -0.004
Si 12.242 12.245 13.806 0.008 -0.011 0.006
Si 14.952 14.967 13.8 0.001 0.009 0.001
Si -0.008 16.326 15.173 -0.005 0.011 -0.015
Si 2.732 19.049 15.163 0.01 0.018 -0.01
Si 0.002 5.451 15.168 0.004 -0.02 0.008
Si 2.729 8.168 15.164 0.002 -0.009 0.007
Si -0.016 10.907 15.153 0.014 -0.032 -0.01
Si 2.712 13.621 15.16 0.023 -0.001 -0.001
Si 5.447 16.333 15.172 0 -0.004 -0.004
Si 8.171 19.039 15.187 -0.003 0.008 -0.002
Si 5.456 5.433 15.166 -0.001 0.034 -0.016
Si 8.174 8.158 15.174 -0.011 0.029 -0.022
Si 5.447 10.881 15.181 -0.012 -0.002 0.02
Si 8.171 13.591 15.177 -0.013 -0.015 0
Si 10.886 16.321 15.189 -0.013 -0.008 0.004
Si 13.601 19.05 15.18 0 0.001 0.007
Si 10.877 5.447 15.182 -0.009 -0.016 -0.006
Si 13.593 8.167 15.16 -0.001 -0.015 -0.015
Si 10.884 10.88 15.18 0.015 0.025 -0.01
Si 13.597 13.608 15.183 0.005 0.01 -0.006
O 3.656 11.881 23.327 0.198 -0.157 -0.19
O 3.503 12.093 33.553 0.079 -0.212 0.531
O -1.062 12.782 23.396 -0.206 0.152 -0.095
O 12.534 19.161 32.515 -0.029 0.167 0.642
O 5.411 8.203 22.608 0.061 0.147 -0.734
O 11.093 8.487 28.95 0.135 0.002 0.009
O 12.788 15.142 23.261 0.085 0.111 -0.595
O 1.686 4.682 23.326 -0.185 0.069 -0.283
O 13.009 11.957 26.379 0.183 -0.049 -0.073
O 9.782 6.778 23.553 0.273 0.031 -0.417
O 8.923 6.736 33.608 -0.044 -0.213 0.782
O 8.033 13.223 32.769 -0.153 -0.118 0.566
O 5.075 10.16 32.746 0.011 0.099 0.31
O 9.291 17.525 23.415 -0.106 0.034 -0.432
O 1.275 12.2 24.499 -0.137 -0.138 0.194
O 11.922 8.985 23.443 0.067 0.185 -0.742
O 11.051 15.737 32.934 -0.085 0.223 0.392
O 8.989 17.371 33.518 -0.007 0.119 0.649
O 12.65 13.658 32.643 0.168 -0.025 0.161
O 0.261 10.65 32.755 -0.022 0.054 0.608
O 8.735 16.023 25.426 -0.021 -0.141 0.018
O 11.717 9.438 33.768 -0.074 -0.036 0.468
O 6.164 14.849 33.584 0.081 0.092 0.436
O 0.691 14.134 30.664 -0.02 0.21 0.395
O 7.553 19.41 32.635 -0.053 -0.109 0.506
O 0.127 8.161 22.623 0.033 -0.098 -0.308
O 1.416 18.254 27.322 0.185 -0.16 0.067
O 11.027 7.099 31.16 0.218 -0.123 0.633
O -0.863 21.924 32.665 0.31 0.142 0.557
O 13.61 10.88 22.69 -0.117 0.043 -0.546
O 13.421 8.627 30.309 -0.088 -0.109 0.368
O 2.036 16.219 31.566 -0.022 -0.024 0.178
O 14.387 17.548 33.495 0.124 -0.157 0.215
O 11.042 19.176 22.581 -0.01 0.013 -0.766
O 10.792 13.515 22.635 -0.008 0.059 -0.295
O -0.296 15.627 32.677 -0.341 0.189 0.371
O 14.543 17.673 23.419 0.157 -0.157 -0.597
O 8.006 5.297 22.574 -0.061 0.148 -0.485
O 4.344 18.131 23.483 -0.032 -0.152 -0.195
O 1.938 9.868 23.443 -0.17 -0.24 -0.366
O 12.93 9.343 25.876 -0.211 -0.202 -0.303
O 4.658 7.797 31.524 0 0.291 0.022
O 5.238 19.284 25.79 0.31 -0.167 -0.242
O 3.4 8.316 26.262 0.04 -0.042 -0.283
O 3.262 6.596 33.67 0.209 0.001 0.264
O 8.584 20.73 25.943 -0.104 -0.117 -0.072
O 0.318 18.595 29.618 0.068 0.068 0.244
O 0.854 20.201 33.537 -0.088 0.162 0.434
O 7.037 8.375 32.72 0.19 -0.007 0.289
O 6.486 19.664 23.437 0.087 0.279 -0.529
O 0.727 10.425 28.5 0.05 -0.021 0.256
O 2.312 12.297 29.48 0.207 -0.012 -0.073
O 10.029 19.904 28.08 0.099 0.089 0.274
O 0.91 14.573 23.356 -0.201 0.092 -0.347
O 11.104 14.538 30.6 0.005 0.063 0.322
O 0.773 8.567 26.588 0.25 0.069 -0.509
O 12.474 20.363 27.321 0.136 0.165 0.095
O -1.199 6.484 30.183 -0.003 -0.266 0.186
O 9.624 12.486 30.755 0.133 0.009 0.054
O 4.008 16.431 33.359 -0.186 0.203 0.169
O 2.035 10.001 30.733 -0.073 -0.324 0.558
O 8.863 7.116 29.662 -0.042 0.165 -0.056
O 9.09 11.678 23.485 0.13 0.003 -0.173
O 5.441 13.593 22.568 -0.002 -0.203 -0.629
O 12.943 10.316 28.368 -0.183 -0.095 0.028
O 9.851 10.814 32.716 0.149 -0.196 0.585
O 4.13 21.071 27.567 0.172 0.083 -0.027
O 12.999 7.381 33.052 0.177 -0.014 0.033
O 8.238 21.024 30.542 -0.073 -0.277 0.522
O -1.202 10.398 26.768 0.149 0.098 -0.277
O 7.748 18.789 27.539 -0.048 0.035 -0.166
O 0.097 19.169 22.527 -0.238 0.046 -0.46
O -1.867 12.027 33.532 -0.038 0.171 0.53
O 11.137 21.705 33.14 -0.268 -0.3 0.051
O -1.381 20.169 30.698 -0.242 0.226 0.404
O -0.13 15.915 27.495 0.193 -0.136 0.1
O 1.703 6.473 25.307 0 -0.357 -0.619
O 3.719 21.151 24.95 -0.187 0.053 -0.318
O 10.018 19.482 31.734 0.079 0 0.581
O 8.238 7.034 25.825 0.131 0.401 -0.504
O 13.255 15.838 31.226 0.118 -0.047 0.535
O 2.48 14.84 28.858 -0.188 -0.036 0.257
O 11.333 16.623 24.899 0.077 0.064 -0.217
O 12.894 6.914 24.846 -0.211 -0.172 0.102
O 9.619 15.135 28.465 -0.065 0.13 -0.194
O 0.325 13.399 28.148 0.148 -0.08 0.127
O 2.703 16.318 22.629 0.123 -0.017 -0.211
O 11.699 13.478 28.192 -0.122 0.027 -0.084
O 7.06 12.049 30.56 -0.108 0.173 0.275
O 1.792 14.033 33.063 -0.132 -0.193 -0.032
O -1.018 8.397 28.471 -0.104 -0.144 0.041
O 1.608 8.375 32.764 0.265 -0.248 0.433
O 8.862 10.052 30.325 0.052 0.136 0.132
O 4.185 16.735 28.236 0.005 0.021 0.199
O -0.351 8.842 31.013 0.187 0.106 0.137
O 3.013 18.739 29.448 0.01 0.092 0.47
O 12.789 4.602 23.485 -0.266 -0.387 -0.212
O 14.357 21.242 25.695 -0.031 0.382 -0.262
O 11.499 10.521 30.585 0.035 0.322 0.215
O 7.766 10.915 25.698 0.354 -0.054 -0.449
O 14.11 18.665 25.903 -0.236 -0.314 -0.4
O 5.806 12.345 26.666 -0.23 -0.128 -0.41
O 3.346 10.132 28.291 -0.107 -0.159 0.003
O 6.514 17.281 24.748 -0.113 0.14 0.097
O 2.682 18.561 32.615 -0.225 0.164 0.179
O 7.304 10.718 28.271 0.358 -0.254 0.057
O 14.191 14.07 27.529 -0.063 0.008 -0.063
O 11.921 20.057 29.941 -0.041 -0.263 0.604
O 7.596 5.566 28.041 -0.096 -0.264 -0.033
O 11.537 17.643 30.574 -0.342 0.109 0.2
O 5.449 9.806 26.648 0.125 -0.302 -0.083
O 13.088 21.776 31.416 -0.091 -0.371 0.112
O 4.41 17.194 30.939 -0.063 -0.14 0.463
O 6.255 6.34 30.122 -0.143 0.026 0.348
O 7.293 16.497 28.739 -0.063 -0.078 0.085
O 8.787 9.074 24.16 0.098 -0.026 -0.209
O 10.686 8.05 25.658 0.08 0.063 -0.373
O 11.078 5.906 28.701 0.065 0.137 0.013
O 5.007 21.608 32.304 -0.134 -0.273 0.794
O 0.067 17.283 25.305 0.07 -0.116 -0.465
O 7.399 15.307 23.188 0.105 -0.021 -0.555
O 6.254 9.536 30.426 -0.18 -0.269 0.212
O 2.31 15.961 26.447 0.065 -0.037 0.058
O 3.133 10.861 25.706 -0.346 0.542 -0.384
O 14.926 6.162 23.372 0.037 0.169 -0.349
O 7.96 14.565 30.458 0.029 -0.128 0.542
O 7.134 14.075 27.996 0.142 -0.184 0.119
O 1.692 20.687 28.591 -0.068 0.193 0.205
O 8.151 18.438 30.201 0.167 0.133 0.488
O 12.154 14.291 25.74 -0.272 -0.032 -0.536
O 2.26 6.748 27.936 -0.226 -0.083 0.006
O 3.359 6.759 23.233 -0.013 -0.141 -0.115
O 6.441 14.717 25.525 0.233 0.225 -0.297
O 4.447 14.417 27.155 -0.035 -0.265 -0.085
O 6.78 10.371 23.237 -0.299 0.213 -0.316
O 12.225 16.011 28.722 0.02 0.084 -0.004
O 13.929 16.154 25.415 0.12 -0.034 -0.124
O 6.091 5.5 25.918 -0.142 -0.146 -0.292
O 9.838 18.431 25.902 0.1 -0.252 -0.429
O 5.711 18.625 29.157 -0.016 -0.031 0.068
O 14.066 17.848 29.564 -0.244 -0.278 -0.049
O -1.37 19.903 28.046 0.09 0.174 -0.173
O -0.288 13.998 25.625 0.354 -0.011 -0.57
O 3.655 22.075 29.983 0.179 0.157 0.203

Results
total energy: -101658.429 eV
total energy less fixed offsets of O -438.35, Si -107.03 eV per atom: -5.229 eV
